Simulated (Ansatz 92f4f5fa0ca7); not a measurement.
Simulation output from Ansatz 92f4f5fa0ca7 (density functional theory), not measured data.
Periodic cell of 252 atoms, Si144O100N8, from a study of silicon, its oxide and their interface. The atomic structure is a simulated model.
Doubt: the cutoff is far below the 930 eV that the study's wrapper takes by default for these files, so forces and energies are approximate.

Settings
functional: PBE
potential files: Ansatz PAW
basis: plane waves
wave-function cutoff: 580 eV
density cutoff ratio: 5
exchange-correlation grid ratio: 1
k mesh: 1 x 1 x 1, Gamma-centred
self-consistency stop: 5e-08 eV per atom in the density residual
occupations: fixed
spin: none
net charge: 0

Cell vectors (angstrom)
a 10.938 0 0
b 0 10.938 0
c 5.3342 4.8172 36.0374

Atoms: element, x, y, z (angstrom)
Si 6.8913 3.1867 28.5181
Si 9.7348 5.878 28.6331
Si 6.4336 9.2591 28.4639
Si 9.0791 1.0079 28.6754
Si 0.8836 3.6207 28.6353
Si 3.6526 6.37 28.4266
Si 12.3385 8.5155 28.5627
Si 4.1447 0.4783 28.3263
Si 8.0419 4.7737 29.88
Si 10.8444 7.4327 30.0106
Si 7.9501 -0.6151 29.9421
Si 10.6852 2.1123 30.0154
Si 2.562 4.7997 29.8462
Si 5.2755 7.5764 29.7588
Si 13.5196 10.2482 29.7621
Si 5.2802 2.0269 29.8012
Si 6.6727 6.2118 31.1828
Si 9.4209 8.916 31.2249
Si 6.6364 0.7503 31.2854
Si 9.3793 3.4899 31.3315
Si 12.2199 6.1267 31.3208
Si 14.8916 8.9273 31.2227
Si 12.1644 11.6367 31.2078
Si 3.959 3.4374 31.1885
Si 5.3342 4.8172 32.6192
Si 8.0687 7.5517 32.6192
Si 5.3342 10.2862 32.6192
Si 8.0687 2.0827 32.6192
Si 10.8032 4.8172 32.6192
Si 13.5377 7.5517 32.6192
Si 10.8032 10.2862 32.6192
Si 13.5377 2.0827 32.6192
Si 1.3673 -1.3673 3.418
Si 4.1018 1.3673 3.418
Si 1.3673 4.1018 3.418
Si 4.1018 -4.1018 3.418
Si 6.8362 -1.3673 3.418
Si -1.3673 1.3673 3.418
Si 6.8362 4.1018 3.418
Si -1.3673 6.8362 3.418
Si 2.795 -0.052 4.7886
Si 5.5293 2.6862 4.7936
Si 2.6748 5.5523 4.5785
Si 5.5624 -2.8227 4.7481
Si -2.7371 -0.0326 4.9465
Si 0.065 2.6966 4.6803
Si 8.2068 5.5213 4.8441
Si -0.092 -2.6463 4.9121
Si 1.427 1.3753 6.0716
Si 4.1166 4.2612 5.7518
Si 1.4269 -4.071 5.9778
Si 4.2145 -1.5035 6.062
Si -4.1598 1.3182 6.4069
Si -1.1939 4.1402 5.9673
Si 6.7806 -4.1025 6.3497
Si -1.406 -1.3144 6.6189
Si -0.0142 0.5659 7.7504
Si 2.8062 3.0161 7.1149
Si 0.5616 -5.7063 7.3294
Si 2.9764 -2.9986 7.3855
Si 5.3591 -0.4917 7.8457
Si -2.4234 2.8158 7.3777
Si 5.0035 5.6206 7.4397
Si -3.2499 -2.7528 8.164
Si 6.7014 3.45 33.9864
Si 9.4359 6.1845 33.9864
Si 6.7014 8.919 33.9864
Si 9.4359 11.6535 33.9864
Si 12.1704 3.45 33.9864
Si 3.9669 6.1845 33.9864
Si 12.1704 8.919 33.9864
Si 14.9049 11.6535 33.9864
Si 8.0687 4.8172 35.3537
Si 10.8032 7.5517 35.3537
Si 8.0687 10.2862 35.3537
Si 10.8032 2.0827 35.3537
Si 2.5997 4.8172 35.3537
Si 5.3342 7.5517 35.3537
Si 13.5377 10.2862 35.3537
Si 5.3342 2.0827 35.3537
Si 1.3673 1.3673 0.6835
Si 4.1018 4.1018 0.6835
Si 1.3673 6.8362 0.6835
Si 4.1018 -1.3673 0.6835
Si 6.8362 1.3673 0.6835
Si -1.3673 4.1018 0.6835
Si 6.8362 -4.1018 0.6835
Si -1.3673 -1.3673 0.6835
Si 0 0 2.0507
Si 2.7345 2.7345 2.0507
Si 0 5.469 2.0507
Si 2.7345 -2.7345 2.0507
Si 5.469 0 2.0507
Si 8.2035 2.7345 2.0507
Si 5.469 5.469 2.0507
Si 8.2035 -2.7345 2.0507
Si 8.9787 10.1646 19.3468
Si 7.9274 10.2072 15.2558
Si 18.9886 13.1195 18.694
Si 7.1148 6.2968 16.8856
Si 13.4185 2.5302 23.4755
Si -2.484 -3.4572 11.0775
Si 9.8003 12.2762 22.5868
Si 3.6061 -8.2476 11.9677
Si -0.266 5.764 10.0316
Si -4.1667 6.7834 13.806
Si 9.0477 -7.3234 13.3297
Si 6.3664 -1.787 20.0554
Si -3.5533 1.9679 11.0504
Si 3.9877 -0.5367 11.9052
Si 1.0116 3.7895 13.5145
Si 2.1863 -1.5838 20.1162
Si 6.3743 4.2305 12.2639
Si 2.7685 6.3723 20.6395
Si -7.8072 1.2998 20.9413
Si 7.926 7.3515 26.5364
Si 22.4958 3.5415 16.6347
Si 9.3319 15.0117 23.2856
Si 11.8065 15.8738 22.1856
Si 12.72 3.7925 9.7957
Si 4.7509 -7.7423 9.3424
Si 0.2639 8.9489 17.7249
Si 12.9275 1.5671 26.3662
Si 7.0771 10.7807 22.6736
Si 10.5218 6.2958 12.8365
Si -3.0024 -5.8835 9.6002
Si 16.1932 12.9811 22.8461
Si 5.9163 20.074 17.2356
Si 2.4934 -0.7766 9.3539
Si 10.7096 9.6513 22.02
Si 2.8041 14.6486 18.8953
Si 5.2159 -1.5945 14.4206
Si 5.6434 5.1378 26.4055
Si 9.9012 14.3119 20.6422
Si -0.568 -2.7301 15.0606
Si 5.8646 4.1911 18.6434
Si -1.8707 2.054 15.8877
Si 16.6213 6.2098 21.0964
Si 9.02 8.8641 24.2228
Si 6.569 4.6915 23.5599
Si -0.9137 2.7731 9.7544
Si 10.0894 6.2605 17.2682
Si 10.7604 -0.6847 26.534
Si 6.7311 -1.0283 10.5295
N 7.9967 -4.105 9.4687
O 6.637 2.8327 19.1199
O 15.0069 2.5566 23.8217
O 8.0977 15.5568 24.1842
O 6.692 6.3318 26.6788
N -1.3912 -6.5056 10.0185
O 13.4616 7.4762 27.8731
N 1.752 -6.8727 8.0669
O 10.7329 4.7846 17.2941
O 5.5291 4.9169 24.7929
O 7.2814 -1.0079 16.7422
O 13.4467 5.2226 19.4919
O 4.1292 2.4134 8.0224
O 12.3572 2.6681 27.4164
O 1.1317 0.0685 8.9169
O 9.7645 0.2335 27.4168
O 7.4095 6.5689 15.2955
O 5.3114 10.3269 27.8071
O 4.2162 5.6056 27.0577
O -0.7877 6.742 15.7229
O 9.1873 6.7413 27.3518
O 7.6943 9.6396 23.6489
O 2.2811 -2.2646 8.6924
O 11.5953 2.6402 10.2312
N -3.3114 3.0319 12.4317
O 18.9377 13.066 17.0877
O 13.1885 1.3627 22.3388
O 12.1814 5.2096 10.4326
O 6.3821 15.8191 17.2452
O 9.2611 14.1275 19.1782
O 7.3814 8.7497 27.199
O 17.2416 3.2758 22.7933
O 5.8956 7.7507 20.6844
O -3.2323 -3.6615 12.5473
O -1.6701 -5.6854 13.246
O -0.3783 2.9944 13.0277
O 6.0781 -8.4533 10.0788
O 3.9773 -4.1494 8.0329
O 12.5045 17.2735 21.7611
O 12.8052 14.249 17.6311
O -0.3527 2.2188 16.4882
O 8.1209 -1.8606 10.8546
O 3.478 1.1304 26.9379
O 11.186 15.2981 20.7657
O 17.3518 10.2007 21.3041
N 6.5656 9.5276 8.7999
O 8.9831 -1.9062 14.8731
O 4.3361 3.7455 18.3836
O 3.9966 1.1036 11.9598
O 8.0358 2.1025 27.9488
O 3.9611 -0.2096 8.7875
O 0.4619 -1.9257 16.0785
O -5.7634 -6.2532 8.7957
N 3.3419 3.2803 10.3697
O 10.8359 7.7413 13.5693
O 9.8302 10.0132 20.713
O 8.2541 11.8463 22.336
N 10.0892 6.8661 11.2291
O 10.3945 12.8491 21.1788
O 2.5925 2.4689 19.9444
O -3.9291 0.4155 11.2363
O 12.9175 14.8811 22.8434
O 4.9407 3.483 12.4288
O 0.9116 -5.5817 13.0279
O -2.1505 0.6426 15.1255
O 3.0726 -0.2174 20.3284
O -3.24 4.0114 8.3121
O 6.1901 3.7869 27.1436
O 7.8667 8.9848 19.4386
O 10.6085 16.0411 23.3033
O 5.2651 -1.3384 11.2228
O 5.9236 11.6222 23.4696
O 12.0716 0.2032 26.2127
O 1.8152 2.2655 24.9121
O 10.8433 -4.6618 8.479
O 10.7131 10.9913 22.9775
O 1.4795 -1.4293 18.6447
O 10.0067 8.4876 22.9498
O 1.181 3.8304 15.1309
O 8.7225 14.2257 14.8902
O 8.8038 3.9576 21.7206
O 6.2345 -5.6288 13.4373
O 8.5273 17.202 17.7108
N -1.0294 2.0044 8.1822
O 2.311 3.0225 12.8943
O 15.056 5.9728 21.4533
O 4.6707 12.6356 21.3565
O 8.4235 7.5667 24.9959
O 10.7828 4.7498 27.9551
O 12.1637 9.2455 21.447
O 5.5039 -3.1331 13.9491
O 17.448 5.8982 22.4668
O 6.0908 5.2636 19.8495
O -2.6614 11.6303 19.3011
O 8.9059 1.8533 10.4958
O 13.8782 7.8979 20.0678
O 5.4646 9.6327 18.7449
O 9.829 13.4868 23.7126
O 2.6658 -0.9144 10.9951
O 10.9125 7.3774 18.1568
O 11.3323 8.959 27.3352
O 6.1725 7.5291 17.3906
O 9.9184 9.9129 18.0472
O 4.8157 9.3974 16.0254
O -4.1085 -5.9786 10.8464
O 9.8942 9.7445 25.2684
O 4.0052 -1.0099 13.4825
O 17.576 10.1846 14.2239

Results
free energy: -151495.133 eV
free energy less fixed offsets of N -385.13, O -568.88, Si -635.61 eV per atom: 1.747 eV

Forces (eV/angstrom), in the order of the atoms: element, x, y, z
Si 0.1928 -0.1705 -0.1559
Si 0.1006 -0.1168 -0.186
Si -0.0422 0.0752 0.0088
Si -0.0744 0.0233 -0.2028
Si -0.1767 -0.03 -0.1527
Si -0.0729 0.0987 -0.0088
Si 0.0226 -0.0328 -0.0114
Si 0.035 -0.1567 0.0491
Si -0.0243 0.0745 -0.2855
Si -0.0541 0.1006 -0.1997
Si 0.0801 -0.0398 -0.1571
Si 0.0474 -0.0272 -0.2567
Si -0.0451 0.0123 -0.2178
Si 0.0162 -0.0207 -0.2644
Si -0.0327 -0.0135 -0.2336
Si 0.0196 -0.0503 -0.1717
Si -0.0236 0.0431 0.0458
Si -0.0062 0.045 0.0565
Si 0.0138 0.0404 0.0751
Si -0.0254 0.0156 0.0465
Si 0.0185 -0.0139 0.1105
Si -0.0127 0.0306 -0.1211
Si 0.0735 0.0009 0.0304
Si 0.0515 0.0276 0.1335
Si -0.0444 0.0132 -0.5001
Si -0.1382 -0.0176 -0.3067
Si -0.2744 -0.071 0.1325
Si -0.3916 0.0112 0.4287
Si -0.0091 -0.0443 0.5653
Si 0.2376 0.0917 0.1589
Si -0.0149 -0.1014 -0.2652
Si -0.0159 -0.0886 -0.3822
Si -0.2351 -0.0891 0.4605
Si 0.1934 -0.0505 0.0682
Si -0.1044 -0.145 -1.2418
Si 0.5583 0.4327 -1.132
Si 0.5373 0.0335 0.2721
Si -0.2902 -0.4956 0.1993
Si 0.3107 0.022 0.3266
Si -0.2203 0.5899 0.4544
Si -0.0278 -0.0646 0.0183
Si 0.1907 -0.1359 0.0275
Si 0.0317 0.0389 -0.0152
Si -0.0685 -0.0739 0.0739
Si -0.1379 0.0304 0.3008
Si 0.0118 -0.1375 0.0877
Si -0.042 0.0362 -0.0761
Si -0.077 0.1071 -0.0683
Si 0.2551 0.1039 0.2428
Si 0.0722 -0.0122 0.2665
Si 0.2378 0.2 0.3455
Si -0.1866 0.1608 0.2041
Si -0.0058 0.003 0.3561
Si 0.1862 0.3204 0.4987
Si 0.0555 -0.1921 0.2369
Si -0.1004 -0.0335 0.2594
Si 0.0936 -0.2057 -0.3925
Si 0.1163 -0.5324 -0.1269
Si -0.3452 -0.2583 -0.1188
Si -0.2138 -0.0969 -0.1367
Si -0.0453 0.3788 -0.5799
Si -0.5202 -0.202 -0.4476
Si -0.0607 0.0322 -0.0877
Si 0.2018 -0.0849 -0.2216
Si 0.0641 -0.0929 0.0199
Si 0.0582 -0.0065 -0.0098
Si -0.0176 -0.0189 -0.0413
Si -0.0365 0.0136 -0.0385
Si -0.1301 -0.0362 0.0067
Si -0.0116 0.0844 -0.0168
Si -0.0042 -0.0541 -0.0253
Si 0.0044 -0.1068 0.0004
Si -0.0089 0.0295 -0.0265
Si -0.0682 0.0431 -0.0219
Si 0.0008 -0.0355 -0.013
Si 0.022 -0.052 0.0132
Si 0.0488 0.0158 -0.0214
Si 0.0625 -0.0151 -0.0039
Si -0.0545 0.0399 -0.0208
Si -0.0382 0.0718 -0.02
Si 0.028 0.0387 0.035
Si 0.0772 -0.0577 0.0139
Si 0.0245 0.0122 0.0201
Si -0.0727 0.0447 -0.0116
Si -0.0114 -0.022 0.0206
Si -0.0127 0.019 -0.0161
Si 0.0015 -0.0533 0.0432
Si 0.0054 -0.0733 0.0028
Si -0.0662 -0.0354 0.0204
Si 0.014 0.0995 -0.037
Si 0.0275 -0.1197 0.0045
Si 0.1172 0.0197 -0.0339
Si -0.0502 0.0268 0.0419
Si 0.036 0.0764 0.0513
Si -0.1024 0.0247 -0.0355
Si 0.0901 0.1075 -0.0328
Si 0.1002 -0.0173 0.2378
Si -0.1435 0.0377 -0.1556
Si 0.0991 -0.0324 0.0891
Si 0.029 0.0765 -0.1739
Si 0.1064 0.1083 0.0022
Si -0.1389 0.2221 -0.0976
Si -0.1575 0.1141 0.1623
Si 0.0549 -0.1297 -0.1524
Si 0.2209 -0.0947 0.0052
Si -0.1019 -0.0174 -0.2038
Si -0.0506 -0.0824 -0.2878
Si 0.0762 0.0493 0.2175
Si 0.0382 -0.0089 0.1792
Si 0.1244 0.2225 -0.0681
Si -0.0445 -0.217 -0.2085
Si -0.1869 0.0447 0.2114
Si -0.0351 -0.3035 -0.0346
Si -0.1044 -0.0265 0.2224
Si 0.0631 0.0882 0.2902
Si 0.1319 0.0606 0.1808
Si -0.0861 0.0206 -0.2011
Si -0.0284 -0.0515 0.1903
Si -0.0869 -0.0813 0.3302
Si 0.2454 -0.0503 -0.0817
Si 0.0427 0.0291 -0.4222
Si -0.0272 -0.0245 0.0354
Si -0.0159 0.1255 0.3506
Si 0.0864 0.0053 0.3485
Si -0.1292 0.0623 -0.0208
Si -0.0167 -0.3186 -0.2937
Si 0.0663 -0.0269 0.2481
Si 0.02 0.0464 -0.1013
Si 0.0556 -0.2843 -0.2527
Si -0.111 -0.1541 0.1507
Si -0.0214 -0.0375 0.2073
Si 0.0292 0.0454 -0.2703
Si -0.016 -0.043 0.1268
Si 0.0028 -0.0478 0.2877
Si -0.0307 -0.1071 -0.0999
Si 0.0494 0.1069 0.1427
Si -0.0528 0.0548 -0.1642
Si 0.0972 -0.0396 0.227
Si -0.0241 0.1173 -0.1846
Si 0.1744 -0.1769 0.0315
Si 0.2409 -0.2491 0.1107
Si -0.0007 0.0607 -0.1074
Si -0.1339 0.0371 0.2488
Si -0.0792 -0.2241 -0.0697
N -0.3411 0.5783 -0.298
O -0.046 0.0138 -0.0395
O -0.0587 0.0091 -0.0497
O -0.0828 -0.0094 -0.058
O -0.0099 -0.0116 -0.0881
N -0.0007 0.1813 -0.0962
O 0.0285 0.0234 0.4826
N -0.2675 0.2602 0.1827
O 0.0084 -0.0003 0.0508
O -0.0821 0.0421 0.1571
O 0.0035 -0.0116 0.1333
O 0.0036 0.0032 -0.1239
O -0.283 0.0098 0.1828
O 0.0833 -0.0304 -0.1418
O -0.0915 0.1555 0.0972
O 0.1023 -0.0787 -0.0883
O 0.0422 -0.048 0.1521
O 0.0489 -0.0766 0.4412
O 0.044 -0.0126 0.061
O -0.0112 -0.0452 0.0625
O -0.1061 0.0555 -0.0526
O 0.0404 -0.0538 -0.0138
O -0.046 0.0713 0.02
O -0.0699 0.2423 -0.042
N 0.0832 0.1397 0.0438
O -0.0205 0.0057 0.0412
O 0.0167 -0.0071 -0.1167
O -0.2103 -0.0136 0.027
O -0.0116 -0.028 -0.0152
O -0.0552 0.0086 -0.1605
O -0.0066 -0.0367 -0.0388
O -0.0431 0.0973 -0.0604
O -0.0007 0.0506 -0.0872
O 0.1077 -0.0131 -0.0089
O 0.1045 0.1238 0.0879
O 0.1143 0.1123 0.1401
O -0.0541 -0.0489 -0.085
O 0.1455 0.0275 -0.4148
O 0.1004 0.0293 -0.1719
O 0.0191 -0.0273 -0.0144
O 0.0702 -0.0162 0.0457
O -0.015 0.0044 0.1179
O 0.0086 0.0127 0.0698
O -0.0321 0.0115 -0.1308
O -0.1121 -0.071 -0.234
N 0.0955 -0.0639 0.1506
O 0.0131 -0.0075 0.0473
O 0.0228 -0.0063 -0.0681
O 0.006 -0.0947 0.0991
O -0.0542 0.0031 0.6471
O 0.2984 0.1947 0.0481
O 0.0419 0.0355 0.0936
O 0.0823 0.004 0.0439
N -0.2764 0.0967 -0.0643
O -0.0467 0.0521 0.1863
O -0.0468 -0.0051 -0.1516
O -0.0015 0.0024 -0.0952
N 0.0899 -0.0862 0.1959
O 0.0097 0.0192 -0.1071
O 0.0019 0.0568 -0.1398
O -0.0069 -0.0334 -0.1381
O 0.0027 0.0026 -0.0721
O 0.07 0.1151 0.0333
O 0.0243 0.011 0.0814
O 0.0592 -0.044 0.0708
O -0.0155 -0.1225 -0.101
O 0.0413 0.0448 0.173
O -0.0926 0.0787 0.0255
O 0.0098 -0.0337 -0.0543
O 0.0355 -0.0077 -0.1713
O 0.1039 -0.0116 -0.002
O 0.0029 0.0505 -0.1938
O -0.0244 -0.0286 -0.133
O 0.0444 -0.0512 0.0413
O 0.0424 -0.2205 0.1608
O 0.0797 -0.0002 -0.0465
O 0.049 0.0073 -0.0808
O 0.0135 0.0507 -0.0703
O -0.0152 0.0315 0.1888
O 0.0098 0.0186 0.1729
O 0.0952 0.023 -0.1217
O -0.0137 0.1181 0.0866
O 0.0031 -0.006 0.0709
N 0.1365 -0.1551 0.0313
O -0.1488 0.0576 0.1245
O -0.0494 -0.0001 -0.0779
O -0.0637 -0.0352 -0.1874
O -0.081 -0.0807 0.1464
O 0.0046 0.0473 0.6625
O 0.0894 -0.011 -0.1387
O 0.0574 -0.0374 0.0843
O -0.0428 0.0161 -0.0855
O 0.0069 -0.0769 -0.133
O -0.0432 0.0664 -0.1013
O -0.0441 -0.0073 0.0922
O 0.0226 0.0393 -0.0895
O -0.014 -0.013 -0.0749
O 0.0136 -0.0221 -0.1059
O -0.1204 0.0756 -0.1905
O -0.0121 0.0014 0.0022
O 0.0297 0.0221 0.0031
O -0.0307 -0.0324 0.0349
O 0.0369 -0.0042 -0.1185
O 0.0299 -0.0356 0.1475
O 0.1333 0.1382 -0.0711
O 0.061 0.0586 0.0954
O 0.0129 -0.0851 0.1587
O 0.0183 -0.0222 0.1511

The program warned: the cutoff lies below the one the program advises for these potential files; the exchange-correlation potential is rough where the density is thin.
